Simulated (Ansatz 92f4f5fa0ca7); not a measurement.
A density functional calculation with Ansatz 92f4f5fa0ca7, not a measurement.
Periodic cell of 180 atoms, Si99O81, from a study of silicon, its oxide and their interface. The atomic structure is a simulated model.

Settings
functional: PBE
potential files: Ansatz PAW
basis: plane waves
wave-function cutoff: 700 eV
density cutoff ratio: 5
exchange-correlation grid ratio: 2
k mesh: 2 x 2 x 1, shifted by 0.5 0.5 0.5 of a step
self-consistency stop: 5e-08 eV per atom in the density residual
occupations: Fermi-Dirac, 0.05 eV
spin: none
net charge: 0

Cell vectors (angstrom)
a	11.5983	0	0
b	0	11.5983	0
c	-2.5077	0.5917	22.9288

Atoms and the computed forces on them: element, x, y, z (angstrom), force x, y, z (eV/angstrom)
Si	3.733	1.3311	1.8973	0.0585	0.0149	-0.2808
Si	5.775	5.1646	0.6953	-0.5684	-0.0089	-0.3702
Si	5.4955	8.1794	-0.5727	-0.3703	-0.3975	0.0403
Si	7.5962	1.3362	1.0208	-0.0496	-0.1086	-0.1658
Si	8.1668	4.7751	1.0611	-0.0865	0.1914	-0.0392
Si	7.7432	8.9047	-0.6186	0.0731	0.177	-0.1548
Si	0.7746	6.499	17.3675	-0.0058	-0.1221	-0.2614
Si	0.1475	7.2252	0.7348	0.4373	0.0234	-0.2172
Si	-0.3218	12.2176	-0.1273	0.0782	0.3089	-0.5204
Si	8.5124	1.5012	-1.1355	-0.2873	0.5413	-0.0871
Si	9.3316	6.8575	1.2272	-0.2102	0.0197	0.1229
Si	8.6547	10.7572	0.7887	0.0061	-0.3461	0.3496
Si	1.1508	1.1823	1.7899	0.1304	0.0087	0.1238
Si	1.5993	5.1846	2.189	-0.0723	0.2982	-0.4078
Si	1.3951	8.7614	2.1412	-0.0116	0.0818	-0.1701
Si	5.3614	2.1103	0.2742	-0.3421	-0.0701	-0.3758
Si	4.0432	5.1647	2.3084	0.0731	-0.1172	-0.0949
Si	3.8304	8.9229	2.0324	0.0244	-0.2278	-0.3792
Si	8.3111	3.0174	2.6872	0.0905	-0.0357	0.151
Si	8.5849	7.6947	3.2919	-0.2866	0.2201	-0.0104
Si	8.4413	10.12	3.0999	0.0711	-0.2107	0.0727
Si	0.7804	3.1627	3.0968	0.1537	-0.1978	0.1479
Si	0.9789	6.9896	3.5964	0.0757	-0.1407	0.3705
Si	0.7823	10.8386	3.1627	0.2696	-0.189	0.2164
Si	4.3695	3.0939	3.3619	-0.0926	0.1802	0.2426
Si	4.5538	7.1206	3.4545	-0.2467	0.0814	0.1542
Si	4.3921	10.9464	3.1341	-0.0029	0.1469	0.1556
Si	6.5237	3.0722	4.3526	0.0193	-0.0878	0.2435
Si	6.6182	7.0874	4.5789	0.1493	-0.1164	0.3107
Si	6.4834	10.8842	4.3662	-0.058	-0.0725	-0.0365
Si	-1.3081	3.2062	4.2191	-0.0366	0.0696	0.1892
Si	-1.1627	7.0587	4.572	0.0667	-0.0371	0.0434
Si	-1.2584	10.7507	4.3586	0.1113	0.2632	0.2072
Si	2.5156	3.1176	4.7736	0.0239	-0.0927	-0.0036
Si	2.7908	7.0013	5.0119	-0.0779	0.0189	0.2034
Si	2.6187	10.8936	4.7361	-0.2188	-0.0065	-0.0497
Si	6.5014	1.1979	5.8928	0.035	0.0397	0.0747
Si	6.6182	4.9511	5.8407	-0.1885	0.1101	-0.287
Si	6.4544	9.0922	5.9212	-0.0074	-0.1064	-0.0967
Si	-1.2653	1.2274	5.5436	0.1138	-0.1621	-0.1459
Si	-1.2088	5.1442	5.8854	-0.1886	-0.1691	-0.1987
Si	-1.285	8.9346	5.9085	0.0533	0.0146	0.0187
Si	2.5928	1.2241	6.1541	-0.0711	-0.0616	-0.0468
Si	2.7067	4.9682	6.1997	0.1591	-0.0317	-0.046
Si	2.5422	8.9909	6.1767	0.1586	0.103	-0.0635
Si	8.5889	1.2104	7.0953	-0.0302	-0.0124	0.097
Si	8.4804	5.0499	7.3126	0.0797	-0.0753	0.0609
Si	8.4074	9.0097	7.3175	-0.0381	0.0512	0.0077
Si	0.4741	1.2419	7.1847	-0.0096	-0.0468	-0.2902
Si	0.7164	5.0799	7.4012	0.3578	0.3502	0.2812
Si	0.4844	9.0626	7.361	-0.1789	0.1321	-0.2357
Si	4.5477	1.2352	7.535	0.2534	0.0873	-0.0181
Si	4.7601	4.9023	7.3904	0.0875	-0.0701	-0.0321
Si	4.5588	8.9831	7.3615	0.1427	-0.0111	-0.1807
Si	9.1314	3.0835	8.5117	-0.028	-0.0842	-0.139
Si	7.6748	7.0154	8.4512	0.2937	0.1238	0.3608
Si	0.5785	3.13	11.4966	-0.0903	0.0302	0.2135
Si	-3.6748	-0.0111	10.537	-0.0891	0.0624	-0.1094
Si	4.3157	1.889	16.7192	-0.1535	0.1187	-0.13
Si	4.219	8.7448	14.2629	-0.0289	-0.1322	0.3156
Si	2.1389	-1.2241	9.6898	-0.1442	-0.2512	0.3828
Si	4.9036	3.1558	9.0914	-0.3978	0.1359	0.0934
Si	6.2379	7.4096	10.9245	-0.0645	-0.0871	0.358
Si	3.5242	3.8091	11.9246	0.3914	0.0971	0.4786
Si	5.3082	6.9705	8.3277	-0.5826	-0.125	0.1574
Si	4.3336	10.8194	8.7741	0.1137	0.0779	-0.0346
Si	9.0654	-0.6435	8.5494	0.2541	0.1204	-0.0995
Si	7.8502	2.433	10.4008	-0.3409	-0.1952	-0.1073
Si	5.7462	10.6087	10.6808	-0.3752	-0.0499	0.3112
Si	0.0526	-0.6036	8.559	-0.1572	0.2204	0.1042
Si	-0.0509	3.1535	8.4487	0.048	-0.2216	0.3306
Si	-2.487	10.3156	12.1446	0.0541	0.1866	0.2256
Si	-1.1523	2.049	20.4794	0.0269	0.2058	-0.56
Si	-1.4934	5.1405	12.8556	-0.0163	0.0378	0.3471
Si	3.2938	10.6696	12.4327	0.0711	-0.1027	0.5237
Si	-0.0798	0.1722	15.8863	0.0731	-0.1131	0.1644
Si	4.2449	6.4453	19.6451	0.0438	-0.2088	-0.435
Si	4.586	0.5966	19.3603	0.037	0.1262	-0.3318
Si	-0.834	7.7933	11.8604	0.0942	-0.0756	0.3961
Si	0.9262	7.713	9.2021	0.1326	0.133	0.1462
Si	-1.6717	1.9636	17.4646	0.0591	0.0962	-0.1973
Si	5.5043	3.149	14.089	-0.078	0.2214	0.1867
Si	-3.1783	9.0906	18.7487	0.0143	-0.0205	-0.3133
Si	-0.8267	12.6413	13.133	-0.0383	-0.0944	0.2582
Si	-2.0507	4.9683	17.4648	0.0759	-0.0343	-0.2266
Si	11.242	7.109	14.6943	0.0371	-0.0682	0.3047
Si	-1.3624	7.7336	20.8301	-0.0815	0.0167	-0.309
Si	5.4373	9.2797	19.9253	0.4758	-0.042	-0.7975
Si	5.0058	6.0088	13.3481	-0.1948	-0.1738	0.3976
Si	7.2143	9.3828	14.583	-0.1044	-0.0095	0.2138
Si	-2.5183	4.8153	20.4596	-0.026	0.037	-0.3013
Si	8.2376	2.8877	12.6954	-0.1286	0.1532	0.5329
Si	2.9287	4.2893	18.1576	-0.116	-0.0085	-0.3216
Si	1.6191	7.7444	20.0185	-0.3446	-0.2337	-0.4131
Si	8.5433	7.303	16.1224	0.09	-0.1086	0.0644
Si	2.7848	10.9972	15.3758	-0.0041	-0.1181	0.1874
Si	8.7733	-0.4651	16.5952	0.0543	0.0324	-0.0505
Si	2.0624	2.0849	20.2144	0.0007	0.1676	-0.3665
Si	6.1158	4.9511	21.6833	0.0325	-0.2672	-0.2596
O	4.4473	8.8889	0.4671	-0.1644	0.0848	0.2946
O	10.1552	1.5634	-0.9314	0.1115	-0.1647	0.1679
O	10.3297	10.9393	0.358	-0.5554	-0.1168	0.3214
O	0.9345	5.725	0.7343	-0.1498	0.2122	0.2152
O	8.0265	2.925	-1.7828	0.1906	0.0586	-0.1674
O	7.6718	7.0461	10.1679	-0.1792	0.0424	-0.4542
O	-0.5909	4.1683	11.9272	0.0842	-0.0164	-0.1732
O	3.4539	9.0811	12.857	-0.0653	0.24	-0.2344
O	6.3265	2.9552	9.8843	0.532	-0.2255	0.1483
O	0.1623	7.4978	10.6268	-0.0061	0.0065	-0.1379
O	8.6805	4.4096	13.1293	0.0585	-0.0327	-0.1116
O	0.7713	3.0807	9.8957	-0.1941	-0.0106	-0.1832
O	1.1635	6.2034	8.6102	-0.2706	-0.3279	-0.3247
O	3.8681	5.355	12.3635	-0.0232	-0.0858	-0.2308
O	6.8938	2.5258	13.5432	0.2843	-0.0439	-0.3678
O	6.0843	9.0297	11.0605	0.081	0.1837	-0.1254
O	2.1446	10.8288	11.2954	0.0191	-0.0613	-0.3534
O	7.9537	0.3863	-2.2145	0.1382	0.0178	0.1966
O	8.6114	7.6038	-0.065	0.1453	0.1282	-0.1704
O	4.2269	5.2529	18.4988	0.0751	0.1732	0.2292
O	5.5368	6.5433	-0.2031	0.2245	0.3885	-0.0075
O	4.9518	8.3741	-2.1632	0.248	0.1069	0.5242
O	2.9706	0.9274	19.4754	0.0784	-0.0996	0.1434
O	5.0608	1.4056	-1.1716	0.1696	0.024	0.2564
O	3.6632	7.1237	-4.5116	0.0988	0.1055	0.3535
O	5.147	1.4545	18.0653	0.0292	-0.1306	0.3007
O	4.3627	7.1233	14.3776	0.0451	0.015	-0.1867
O	-2.2144	13.474	13.2666	-0.0205	0.0474	-0.1982
O	-2.1158	8.3661	22.1271	-0.1825	-0.1112	0.1394
O	-2.8619	4.733	18.8571	-0.0421	-0.0524	0.2925
O	7.0597	9.1477	19.6257	-0.2134	-0.0208	0.207
O	5.0043	6.8456	9.9918	0.2733	0.1253	-0.2652
O	6.1427	6.7216	12.4106	0.1556	0.1868	-0.3723
O	4.7257	7.9499	19.1808	0.0357	0.1443	0.2985
O	5.2663	2.4187	15.5153	0.01	-0.0439	-0.0221
O	2.2278	8.676	9.6311	-0.1278	0.1048	0.0136
O	0.1254	1.6457	11.9746	0.0215	-0.0544	-0.1326
O	5.6133	4.7859	14.2596	-0.0092	0.0294	-0.1587
O	-1.8118	6.5064	12.0472	-0.0558	0.0642	-0.1319
O	-3.8865	4.9516	21.3204	-0.0953	0.1373	0.1737
O	4.8306	-0.9999	19.1309	-0.0791	-0.0968	0.1773
O	-0.2392	1.2227	17.1326	-0.0925	0.0143	-0.0013
O	10.891	5.5577	14.2413	-0.0863	-0.0367	-0.2341
O	-1.5376	3.5861	20.9386	-0.0187	-0.0801	0.1209
O	4.3429	2.8389	12.9754	-0.0668	0.0265	-0.2491
O	-1.6087	3.4972	16.9205	-0.0261	-0.0587	0.0958
O	1.7696	5.3387	-5.2517	-0.0166	0.008	0.1019
O	2.3446	3.5234	19.4831	0.0175	-0.1143	0.2292
O	8.2579	7.9994	17.5544	-0.0101	0.0414	0.1238
O	-0.0374	7.966	13.3201	-0.0717	0.0037	-0.2444
O	-1.754	9.0494	11.4214	-0.0452	0.0029	-0.1734
O	0.8411	7.0614	15.8156	-0.1051	0.0345	-0.0455
O	2.8433	-0.1408	13.7996	0.0039	0.0071	-0.2821
O	3.4047	9.4719	15.4971	0.0377	0.066	-0.1103
O	7.558	10.4878	15.7402	-0.0007	-0.0148	-0.0582
O	-1.9258	1.8353	19.0574	0.0421	-0.0444	0.4035
O	-1.3772	-0.8304	15.9008	-0.0381	0.0063	0.0054
O	4.7418	11.2234	11.8871	0.3919	-0.0697	-0.3903
O	1.953	3.5756	12.2133	-0.1435	-0.0681	-0.1763
O	0.8166	11.9921	-1.3208	-0.0406	-0.1787	0.191
O	-1.2171	11.1093	12.7988	0.0282	0.0122	-0.0668
O	3.5428	0.5373	16.2443	0.0159	0.034	-0.0153
O	5.3019	6.0664	20.8177	0.0133	0.0659	0.237
O	7.3936	7.8324	15.0975	0.0994	0.0768	-0.0477
O	9.9593	7.7712	15.459	-0.0302	0.0219	-0.0888
O	3.3147	3.1368	17.0644	0.0339	0.019	0.1097
O	3.8343	3.4762	10.3491	0.3001	-0.172	-0.515
O	2.664	6.4793	20.1005	-0.0423	0.0607	0.2389
O	8.1456	9.7178	13.3104	0.0153	-0.0026	-0.2124
O	-1.7103	6.1804	20.6539	0.0403	-0.0144	0.095
O	1.7816	5.2297	17.48	0.0725	-0.0371	0.1172
O	8.7129	-1.0361	18.116	-0.0305	-0.0668	0.0739
O	1.2723	10.8892	15.9748	-0.0276	0.0376	-0.0712
O	8.556	5.6849	16.3679	0.0259	0.0586	0.0824
O	0.2592	7.7198	20.9162	0.1957	0.0415	0.0542
O	-0.0232	1.0794	14.5381	-0.0786	0.1063	-0.2436
O	0.4477	1.836	20.2136	-0.0799	-0.0548	0.1767
O	-1.8646	8.6633	19.5959	0.0498	-0.0244	0.157
O	5.3404	3.7478	-0.1293	0.3946	-0.3855	0.564
O	8.7083	1.1726	16.6883	0.0566	-0.0614	0.0685
O	5.6537	9.5137	14.2205	0.036	0.0301	-0.1362

Results
free energy: -109010.130 eV
free energy less fixed offsets of O -569.03, Si -635.61 eV per atom: 6.690 eV
pressure: -0.83 GPa
stress xx, yy, zz, yz, xz, xy (GPa, positive in tension): 1.54, 0.52, 0.43, 0.02, -0.05, 0.08

The program warned: the cutoff lies below the one the program advises for these potential files.
